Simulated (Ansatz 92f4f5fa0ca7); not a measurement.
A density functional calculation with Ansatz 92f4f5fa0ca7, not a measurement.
Periodic cell of 257 atoms, Si144O113, from a study of silicon, its oxide and their interface. The atomic structure is a simulated model.

Settings
functional: r2SCAN
potential files: Ansatz PAW
basis: plane waves
wave-function cutoff: 800 eV
density cutoff ratio: 5
exchange-correlation grid ratio: 1
k mesh: 1 x 1 x 1, shifted by 0.5 0.5 0 of a step
self-consistency stop: 1e-10 eV per atom in the density residual
occupations: fixed
spin: none
net charge: 0

Cell vectors (angstrom)
a	10.88	0	0
b	0	10.88	0
c	0.7525	1.6661	35.8947

Atoms and the computed forces on them: element, x, y, z (angstrom), force x, y, z (eV/angstrom)
Si	11.6592	3.7789	-7.3813	0.0047	-0.0206	-0.1723
Si	9.5579	2.8543	-4.2006	-0.0145	0.0419	-0.1987
Si	5.7548	7.8033	-0.997	0.0156	0.0333	-0.1485
Si	5.718	5.9586	-8.7682	0.0134	0.0199	-0.2118
Si	2.8793	3.5293	-5.3203	0.0168	0.0241	-0.1861
Si	7.1062	3.2032	-0.0155	0.013	-0.0214	-0.1116
Si	5.8126	3.9176	-6.4623	0.0043	-0.0091	-0.1806
Si	2.0215	3.6445	-0.6215	-0.0226	-0.0204	-0.128
Si	6.2841	7.635	1.3739	0.0024	0.0044	0.0007
Si	9.9724	11.3539	0.5852	-0.0035	0.0076	-0.1154
Si	6.1525	2.3638	1.8769	0.0072	0.001	-0.0019
Si	9.2588	5.184	1.3011	0.0028	0.0016	-0.0688
Si	1.7461	8.209	1.2815	-0.0018	0.006	-0.0823
Si	4.6013	11.4836	1.687	-0.0109	-0.0105	-0.0434
Si	10.882	14.9419	2.6397	-0.001	-0.0052	0.0044
Si	4.6721	5.8682	1.6493	0.0004	0.0031	0.0088
Si	5.4931	9.5034	2.6771	0.003	-0.005	0.0019
Si	8.0292	12.3768	2.8655	0.0154	-0.0068	-0.0265
Si	5.3589	4.1582	3.0439	-0.0013	-0.0005	0.0025
Si	8.0442	6.6805	2.6559	-0.0046	0.0041	0.0023
Si	10.987	9.3036	2.5423	-0.0102	0.0124	-0.0234
Si	13.6379	12.3161	2.8534	-0.0063	-0.002	0.0016
Si	12.2262	13.4586	1.3802	-0.01	-0.015	-0.0327
Si	2.8735	6.8114	2.7369	0.0045	-0.0048	0.0062
Si	4.1058	8.2391	4.1251	-0.0011	0.0004	0.0002
Si	6.8921	10.7622	4.1167	-0.0015	-0.0045	-0.0007
Si	3.9742	13.6702	4.3049	0.0028	0.0006	0
Si	6.8474	5.4481	4.2508	-0.0001	0.0004	-0.0006
Si	9.493	8.0959	3.9439	-0.0024	-0.0005	-0.0002
Si	12.1821	10.8479	3.9903	0.0023	-0.0001	0
Si	9.5364	13.6607	4.1154	0.0031	0.0027	0.0024
Si	12.2659	5.4342	3.9994	0	-0.0003	-0.0027
Si	5.4379	6.8462	5.508	0.0008	0.0011	-0.002
Si	8.2189	9.4305	5.4662	0.0001	-0.0004	0.0011
Si	5.4734	12.2089	5.4156	0.002	0.0007	-0.002
Si	8.2197	14.972	5.5299	-0.001	-0.0017	0.0004
Si	10.8808	6.7906	5.3415	0.0019	-0.0007	-0.0001
Si	13.5626	9.559	5.4158	0.0005	-0.0005	-0.0002
Si	10.8707	12.2221	5.4201	0.0011	0.0003	0.0005
Si	13.502	15.0255	5.5686	-0.0018	0.0006	0.0007
Si	6.8224	8.1553	6.8697	0.001	-0.0013	0.0021
Si	9.5314	10.8619	6.8036	0.0016	-0.0014	0.0004
Si	6.8158	13.5789	6.7802	0.0003	-0.0004	0.0003
Si	9.5742	5.4676	6.8106	0.002	0.001	0.0016
Si	12.223	8.1563	6.7259	-0.0008	0.0009	0.0006
Si	4.0802	10.8896	6.7706	-0.0015	-0.0003	0.0019
Si	12.1865	13.5836	6.8557	0.0009	-0.0001	0.0006
Si	4.0633	5.48	6.857	0	0.0008	0.0007
Si	5.4159	9.5446	8.1684	0.0003	0.0006	-0.0003
Si	8.1451	12.2346	8.1519	0.0018	0.0008	0.0005
Si	5.4633	14.9382	8.135	0.0008	0.0002	0.0004
Si	8.1989	6.7768	8.1866	0.0019	-0.0006	0.0008
Si	10.9103	9.4961	8.1325	0.0003	-0.0004	0.0016
Si	2.753	12.2372	8.1537	-0.0008	-0.0017	0.0007
Si	10.8535	4.0934	8.2048	-0.0005	0.0011	0.0003
Si	13.5588	6.854	8.1588	-0.0005	0.0001	0
Si	4.0373	8.1932	9.5281	-0.0005	0.0006	0.0007
Si	6.7651	10.9173	9.5165	0.0001	-0.0006	0.0009
Si	4.1264	13.5845	9.5063	0.0004	0.0006	0.0007
Si	6.8239	5.3984	9.5087	0.0017	-0.0002	0.001
Si	9.5622	8.1502	9.5148	-0.0002	0.0003	0.0008
Si	12.2951	10.8324	9.4861	-0.0003	0.0002	0.0002
Si	9.4688	13.6139	9.5289	0.0003	-0.0006	0.0007
Si	12.2236	5.4839	9.5196	-0.0003	0.0017	-0.0001
Si	5.4226	6.7798	10.7775	0.0006	-0.0007	0
Si	8.1498	9.5208	10.7698	0.0013	0.0007	-0.0006
Si	5.4404	12.2477	10.9588	-0.0008	0.0004	0.0007
Si	8.1307	4.0707	10.962	0.0005	0.0013	0.002
Si	10.8945	6.8237	10.9517	0.0008	0.0006	0.0017
Si	2.7205	9.5266	10.9774	-0.0006	-0.0003	0.0015
Si	10.9004	12.2129	10.738	-0.0003	-0.002	0.0002
Si	2.7635	14.9965	10.7608	0.0031	0.0004	0.0004
Si	6.7726	8.157	12.0715	0.0014	0.0016	-0.0008
Si	9.5499	10.8509	12.0705	-0.0033	-0.0004	0.0007
Si	6.7774	13.5999	12.3741	0.0001	-0.0011	0.0014
Si	9.5035	5.4702	12.2926	0.0029	-0.001	0.0001
Si	1.3815	8.1477	12.3874	-0.0006	0.0002	-0.0008
Si	4.0932	10.8843	12.3568	0.0013	0.0004	0.0012
Si	12.2856	13.5947	11.9959	-0.0004	0.0038	0.0009
Si	4.1076	5.4242	12.1616	-0.0019	0.002	0.0019
Si	5.5169	9.4312	13.5988	-0.0055	-0.0018	0.0019
Si	8.2612	12.1599	13.5144	0.0046	0.0063	0.0002
Si	5.3518	4.1235	13.6906	0.0064	-0.0052	0.0025
Si	8.0493	6.8772	13.5418	0.0056	-0.0034	0.0045
Si	-0.0865	9.5654	13.6125	0.0074	-0.0061	0.0011
Si	2.6634	12.3627	13.538	0.0046	-0.0047	0.0024
Si	10.9896	4.0245	13.4138	0.0025	-0.0021	-0.0017
Si	2.8365	6.7297	13.6544	0.0014	0.0024	0.0021
Si	4.6296	7.6645	14.9221	0.01	-0.0107	-0.0478
Si	7.3411	10.3749	14.7352	0.0018	-0.0003	0.0054
Si	3.5473	3.2009	14.9333	-0.0021	0.0077	0.0002
Si	6.3583	5.8904	14.8847	0.0005	0.003	0.0042
Si	8.9789	8.6359	14.8425	-0.007	-0.0006	0.009
Si	0.8359	11.4384	14.6769	-0.0031	0.0045	-0.0007
Si	8.6934	2.8743	17.3014	-0.0098	0.018	-0.1305
Si	1.783	4.9421	14.7817	0.0171	-0.0112	-0.0458
Si	4.4397	10.0965	-5.0689	0.0261	0.0064	-0.219
Si	10.0753	13.1531	14.6435	0.0041	-0.0089	-0.0363
Si	5.9648	10.1024	21.5741	0.0031	-0.0286	-0.1937
Si	10.1236	10.2616	20.9533	-0.0016	0.0467	-0.2007
Si	4.7729	5.1004	-0.5322	-0.0061	-0.0114	-0.1038
Si	1.4731	11.081	16.865	0.0132	0.0047	-0.115
Si	2.7021	9.1711	24.1925	-0.0364	-0.0277	-0.2019
Si	12.0805	7.9685	21.9652	0.0019	0.0016	-0.1969
Si	4.7014	7.0305	24.6237	-0.0166	0.0043	-0.1917
Si	3.8399	8.3537	20.3383	0.0131	-0.0007	-0.199
Si	3.013	8.4716	17.4844	0.0017	-0.006	-0.1656
Si	2.6848	12.1178	24.069	0.0297	0.0098	-0.1912
Si	8.3662	11.8915	-1.9171	0.0047	-0.0139	-0.1937
Si	5.6585	12.0885	-7.0566	0.0084	-0.0001	-0.207
Si	1.4143	13.0621	-3.2473	0.0022	0.0157	-0.2
Si	9.8754	9.2252	-7.9947	0.0183	0.0144	-0.2151
Si	4.2979	3.5069	19.6099	0.0053	-0.002	-0.2036
Si	12.2288	4.1127	19.5167	-0.0004	0.0004	-0.1831
Si	7.7669	7.8317	-9.7694	-0.0064	-0.0241	-0.2202
Si	11.1611	6.3095	-0.7537	-0.0053	0.0047	-0.1703
Si	3.5367	10.0516	-0.5577	-0.0229	0.0053	-0.1636
Si	8.1383	5.1533	-5.3768	-0.0355	-0.0093	-0.1546
Si	7.4421	5.7421	17.0013	0.0455	0.0005	-0.113
Si	10.7183	12.3836	19.0514	-0.0189	-0.0049	-0.1734
Si	8.3193	9.1147	23.031	-0.0104	0.0132	-0.233
Si	11.1065	7.7264	-3.4988	-0.0137	0.0096	-0.2032
Si	6.7687	9.4781	-3.2563	-0.0179	0.0243	-0.2071
Si	1.6725	6.1407	-5.7857	0.0349	-0.0027	-0.1794
Si	8.165	6.2208	21.8472	-0.0177	0.0143	-0.1901
Si	9.4721	3.1556	-7.0649	-0.0089	-0.0178	-0.1567
Si	4.5792	12.5868	-9.7943	-0.0059	0.0269	-0.2105
Si	8.7586	8.2812	-5.1354	0.031	-0.0133	-0.2097
Si	5.9223	6.0554	19.6746	-0.0119	-0.0087	-0.2077
Si	11.6029	3.4602	24.1976	-0.0181	0.0154	-0.2192
Si	6.492	10.5809	-9.4063	-0.0163	-0.0212	-0.1659
Si	5.0022	13.0378	22.2261	-0.005	-0.0217	-0.2227
Si	8.9039	7.5935	16.98	0.0008	-0.0286	-0.1044
Si	7.8107	9.7186	19.0135	-0.005	-0.0028	-0.217
Si	4.0417	12.8515	16.9178	-0.0152	-0.0168	-0.1261
Si	1.8342	9.0324	-9.1801	-0.0126	0.0011	-0.2201
Si	2.0154	10.2429	-3.2618	-0.0054	-0.0143	-0.1843
Si	9.0605	11.9491	-9.2121	0.0321	-0.026	-0.2031
Si	3.829	8.0161	-7.1869	0.0051	-0.0072	-0.2116
Si	11.7085	6.2906	17.4954	-0.0126	0.0196	-0.1507
Si	6.2119	4.736	23.5971	0.035	-0.0051	-0.2117
Si	2.0225	3.2818	-10.2168	0.0339	-0.0034	-0.2105
Si	10.7801	5.0728	21.921	0.0276	0.0118	-0.1965
Si	6.7515	11.5102	16.6697	-0.0124	-0.0012	-0.1192
O	4.7938	6.9936	-7.959	-0.0362	0.0328	0.0944
O	9.521	11.2749	-0.9656	0.0285	-0.0065	0.1007
O	12.2029	8.8118	-3.0807	0.0079	0.0099	0.067
O	8.8161	4.3047	-4.1696	0.021	-0.0283	0.0806
O	2.5658	9.4603	0.6004	-0.0187	-0.0212	0.0656
O	4.2505	11.3532	0.0754	0.0241	0.0211	0.0736
O	11.2862	12.2659	0.7213	0.0047	0.0099	0.0389
O	9.361	8.7885	-6.5419	-0.0408	-0.0382	0.1742
O	4.6274	8.9515	-0.9436	0.0046	-0.012	0.058
O	8.7746	11.9346	1.4705	-0.0121	0.0142	0.0484
O	10.2332	9.879	1.1758	0.0132	-0.0183	0.0507
O	4.1713	13.392	20.8725	0.0212	-0.0377	0.1427
O	6.7857	9.6534	20.2453	-0.0487	0.0104	0.1326
O	1.997	9.5479	16.8484	0.0149	-0.0223	0.0536
O	6.1318	4.2493	-0.7809	-0.0019	-0.0028	0.0535
O	4.2235	8.1691	16.4456	-0.0364	0.019	0.0964
O	4.9812	6.4338	-1.4536	0.0045	-0.0126	0.0782
O	4.6596	8.873	-6.1094	0.0104	0.0476	0.1171
O	10.8058	6.772	-2.2514	0.0059	-0.0427	0.1401
O	3.5386	9.049	18.8978	0.0221	-0.0057	0.1314
O	6.3145	6.1334	18.1117	-0.0512	0.0062	0.1536
O	2.7811	4.6817	-10.3997	-0.0292	-0.0298	0.0808
O	9.1666	10.2789	22.2584	-0.0359	-0.0296	0.1115
O	9.8157	6.1695	0.1178	-0.0301	-0.0203	0.0738
O	8.9902	12.6695	-3.1711	-0.0326	-0.0561	0.1265
O	6.5392	4.9032	-5.4129	0.0279	0.0204	0.0755
O	11.8303	13.541	18.9687	0.0167	0.0349	0.0607
O	10.4439	7.2924	17.442	0.0264	-0.0095	0.0498
O	5.767	4.5807	-7.9425	0.0035	-0.0485	0.1207
O	2.5269	7.7981	21.0697	-0.0496	-0.0042	0.0984
O	1.6443	13.3773	-1.6977	0.0208	0.0437	0.1479
O	2.7792	13.4232	-4.0548	-0.0343	-0.0396	0.1145
O	2.6901	10.6186	23.464	-0.0045	0.0044	0.0768
O	5.4806	4.5344	19.9544	0.0007	-0.0041	0.0703
O	7.3972	13.0067	16.6874	0.0102	0.0067	0.0434
O	11.8844	4.8822	-0.8428	0.0098	-0.0066	0.0592
O	2.6826	12.0691	17.311	0.009	-0.0061	0.0543
O	3.1783	9.0126	-8.2929	0.0496	-0.0266	0.1159
O	9.8638	2.8043	16.1894	-0.0197	0.0094	0.0821
O	4.7388	7.0722	20.001	-0.0027	0.01	0.0673
O	6.7526	8.2214	-2.2242	-0.0276	-0.0525	0.1299
O	8.0098	8.422	18.0748	-0.0332	0.063	0.1202
O	9.2762	13.0495	18.6479	0.0362	-0.0257	0.0785
O	8.7335	9.0973	24.5773	0.0044	0.0186	0.1904
O	6.7403	9.4427	22.8389	0.032	-0.0173	0.0936
O	10.7204	11.7247	20.5456	-0.0036	-0.0391	0.0986
O	11.4578	5.2709	18.7089	0.0158	-0.0581	0.1017
O	9.3975	13.1376	-5.7047	0.0004	-0.0141	0.1419
O	5.9001	3.4348	22.6744	0.0161	0.0434	0.0986
O	8.242	4.4075	17.5203	0.0065	-0.0083	0.048
O	9.5496	10.7851	-8.2156	0.0043	-0.0231	0.0737
O	2.932	4.3266	19.3633	-0.0059	0.0005	0.0625
O	11.1531	11.2687	17.9467	-0.032	0.0227	0.1002
O	2.4702	5.043	-4.9104	0.0013	-0.0071	0.0689
O	3.5147	4.1811	-0.9707	0.0163	0.0139	0.056
O	7.4615	9.1138	-4.6805	-0.0375	0.0204	0.105
O	2.1918	7.1079	17.7417	0.0081	-0.0016	0.0506
O	7.4932	12.9534	-1.0968	-0.033	0.0475	0.096
O	10.1809	12.2582	-10.3104	-0.0587	-0.022	0.1393
O	3.0471	12.913	-10.135	0.0049	-0.0004	0.0725
O	4.7186	12.7737	-8.2012	0.0315	-0.0031	0.1443
O	1.8753	2.9893	-6.4759	0.0393	-0.0052	0.1028
O	7.4554	10.7082	-2.4958	0.0217	0.0318	0.0782
O	4.3526	3.6026	-5.9105	-0.0463	-0.0029	0.0741
O	1.4128	12.9996	23.5897	-0.0033	0.0068	0.0721
O	9.3623	5.3471	21.2083	-0.0008	0.0019	0.069
O	1.8439	4.6076	24.4118	0.0342	0.0178	0.0989
O	7.7336	11.4443	-10	0.0023	0.0023	0.0711
O	11.8762	5.4291	16.1403	-0.0233	0.0278	0.0944
O	11.1166	3.1101	-3.8586	0.0254	-0.0203	0.0806
O	8.4262	4.016	0.5089	0.0131	0.0159	0.0485
O	6.6628	9.0169	-9.6924	-0.0072	0.0239	0.0649
O	9.1619	8.3339	-9.1476	0.0395	0.0299	0.1019
O	11.7957	4.1912	21.05	-0.0452	0.0188	0.1299
O	7.2311	10.885	18.0745	0.0256	-0.0349	0.1206
O	5.5037	13.5551	-10.7248	-0.0204	-0.0387	0.136
O	1.4966	8.369	23.4987	0.0421	0.0293	0.1239
O	8.8029	13.2738	-8.3329	0.0174	0.0662	0.1155
O	4.8344	11.4663	-5.8333	-0.0345	-0.0459	0.1135
O	5.8575	11.6988	21.8563	-0.0125	0.0328	0.0673
O	7.1294	6.447	20.6477	0.0556	0.0042	0.1252
O	11.8955	11.5035	-3.4483	0.0011	-0.002	0.0599
O	4.0153	12.7988	23.4706	-0.0531	-0.0134	0.1092
O	9.2734	9.9282	19.6234	0.0402	0.0044	0.1089
O	1.7156	7.7044	-10.1157	-0.0044	0.0342	0.1318
O	5.1354	5.9657	23.4649	-0.0241	0.0245	0.0913
O	1.8985	10.3018	-10.2024	-0.0056	-0.0335	0.1285
O	11.7953	5.371	-7.0038	0.0154	0.0308	0.081
O	4.6252	2.7332	18.2261	0.005	0.0411	0.1387
O	2.6634	7.2227	-6.4279	-0.0423	-0.0365	0.0884
O	12.1088	7.3883	-0.0321	0.023	0.0281	0.0793
O	7.6009	5.3739	23.0992	-0.0439	-0.033	0.1003
O	11.3934	6.5371	22.1219	-0.0022	-0.0096	0.061
O	11.2273	9.1156	21.1999	0.0221	-0.0348	0.0734
O	5.2803	9.9063	-3.7125	0.0438	-0.0181	0.1069
O	10.5211	4.1683	23.234	0.0239	-0.0515	0.1283
O	5.1047	11.0736	-10.0936	0.0183	-0.0049	0.0764
O	8.6578	7.6753	22.3646	0.0008	0.0253	0.0747
O	8.6855	4.5606	-6.793	-0.0144	0.021	0.08
O	7.2062	6.5746	-8.9326	-0.0222	-0.0254	0.0762
O	4.5111	9.4502	21.3178	0.0173	0.0253	0.0799
O	4.0957	8.3746	23.962	0.0102	-0.0187	0.0744
O	11.4696	9.0565	-8.161	-0.0465	-0.0032	0.0868
O	5.169	5.7261	-10.28	0.0422	0.0159	0.1349
O	6.4732	10.898	-7.8055	-0.0148	0.0302	0.1198
O	11.996	3.4554	-8.9216	-0.0664	0.0223	0.1779
O	9.7875	8.5357	-3.9264	0.0325	-0.0032	0.0858
O	8.4205	6.7146	-5.2563	0.005	0.0163	0.0576
O	2.9041	10.1783	-4.6091	-0.0512	0.0052	0.1025
O	6.5501	13.3388	-6.5291	0.0013	0.0167	0.0637
O	5.1425	11.7061	16.545	-0.0079	0.0079	0.0528
O	2.82	10.5309	-1.9052	0.0455	-0.0064	0.1315
O	11.5218	6.8759	-4.8062	-0.0351	0.0408	0.1147

Results
free energy: -156562.848 eV
free energy less fixed offsets of O -570.45, Si -639.56 eV per atom: -5.358 eV

The program warned: the cutoff lies below the one the program advises for these potential files; the forces do not sum to zero within the program's tolerance; empty levels may hold ghost states of the PAW files; the exchange-correlation potential is rough where the density is thin.
